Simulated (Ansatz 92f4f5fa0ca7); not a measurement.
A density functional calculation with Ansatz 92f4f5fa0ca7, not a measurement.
Periodic cell of 239 atoms, Si134O105, from a study of silicon, its oxide and their interface. The atomic structure is a simulated model.

Settings: functional r2SCAN; potential files Ansatz norm-conserving; basis plane waves; wave-function cutoff 1300 eV; density cutoff ratio 4; exchange-correlation grid ratio 1; k mesh 2 x 2 x 1, shifted by 0.5 0.5 0.5 of a step; self-consistency stop 5e-08 eV per atom in the density residual; occupations Fermi-Dirac, 0.05 eV; spin none; net charge 0.

Cell vectors (angstrom)
a	11.5403	0	0
b	0	15.3871	0
c	-1.1151	-4.5208	23.9948

Atoms: element, x, y, z (angstrom)
Si	0.9182	-1.6194	-0.3213
Si	0.8881	1.5288	1.4012
Si	-0.1884	5.4561	0.3408
Si	3.5061	12.1946	-0.8699
Si	5.028	-0.0508	2.3068
Si	3.0319	2.1512	2.1946
Si	6.722	10.0414	-3.0366
Si	3.1017	7.0353	-1.7779
Si	10.2456	-1.5141	2.6337
Si	9.7273	2.8669	-0.0766
Si	7.1362	4.5403	-0.7083
Si	11.9866	11.0124	0.3547
Si	2.9457	-1.1505	2.9502
Si	3.358	4.5624	2.1438
Si	1.8388	8.4698	2.2296
Si	2.3919	10.8181	1.6848
Si	7.2975	-2.0386	1.2969
Si	5.7664	4.8307	2.0589
Si	6.1669	7.5093	-1.7635
Si	7.2195	6.8011	2.0851
Si	0.898	-0.7897	1.8041
Si	10.4204	2.1855	2.5931
Si	9.4985	6.1837	2.6642
Si	11.1276	9.8065	2.6805
Si	2.6533	0.7929	4.2312
Si	2.6148	5.0324	4.3046
Si	2.6533	7.4809	4.1918
Si	2.7502	12.0477	3.7248
Si	6.1269	1.0648	4.147
Si	6.2281	3.5456	4.0496
Si	6.6103	8.6611	3.6327
Si	6.6647	11.2378	3.6531
Si	10.1117	0.3618	4.0497
Si	10.077	4.1971	3.8482
Si	10.1985	8.0521	3.8708
Si	10.5313	11.8815	3.8672
Si	0.5962	0.5056	5.3484
Si	0.4673	4.4006	5.2584
Si	0.6351	8.1708	5.1436
Si	0.8893	12.1648	5.2203
Si	4.4484	0.604	5.7082
Si	4.4908	4.2331	5.5416
Si	4.7835	8.0172	5.0985
Si	4.7396	11.8795	4.9567
Si	8.1155	0.3951	5.311
Si	8.2189	4.0565	5.3389
Si	8.3144	8.1754	5.2298
Si	8.4931	11.8205	5.0839
Si	0.8641	-1.389	6.8036
Si	0.3616	2.4411	6.6508
Si	0.6068	6.3674	6.5642
Si	0.7712	10.1468	6.41
Si	4.6409	-1.6542	6.5722
Si	4.2796	2.4926	7.1494
Si	4.8027	6.2045	6.7638
Si	4.6518	9.9805	6.3622
Si	8.4051	-1.6388	6.5127
Si	8.1145	2.1956	6.8467
Si	8.2524	6.164	6.5865
Si	8.5253	10.0459	6.5727
Si	2.8996	-1.5487	8.2052
Si	2.1383	2.7815	8.092
Si	2.6452	6.5519	7.7387
Si	2.7256	10.0058	7.6894
Si	6.5311	-1.6814	7.969
Si	6.269	2.3548	8.4473
Si	6.6561	6.0418	8.3329
Si	6.5364	9.9172	7.7888
Si	10.3368	-1.3654	7.9665
Si	10.0539	1.8459	8.0975
Si	10.2401	6.4769	7.8502
Si	10.4402	10.3247	7.8637
Si	1.907	1.6573	11.0518
Si	2.2881	4.612	11.8947
Si	2.6888	8.2905	9.2509
Si	2.7677	11.7235	9.2101
Si	3.9775	-0.4636	10.1753
Si	7.1759	4.1476	9.9018
Si	6.5724	8.1377	9.3744
Si	4.677	11.0799	10.5401
Si	9.5882	3.312	9.9201
Si	11.437	6.5217	11.4702
Si	10.363	8.4035	9.1579
Si	10.3875	12.0945	9.4821
Si	-0.8675	1.2526	12.0838
Si	-0.5147	5.1586	9.5954
Si	0.7268	8.6429	10.5276
Si	0.875	11.289	10.5351
Si	6.147	0.1997	9.3714
Si	1.7875	4.8543	8.9922
Si	4.6244	8.6288	10.5816
Si	6.5729	11.6918	9.2639
Si	7.9681	0.2419	11.9719
Si	6.7112	4.9542	12.247
Si	8.5254	8.7189	10.6028
Si	8.4413	11.1832	10.6421
Si	9.8135	-2.1836	18.6948
Si	-2.3629	2.2398	21.8699
Si	6.8164	-1.7385	15.6942
Si	6.702	2.1759	13.7955
Si	1.7745	0.7284	17.0167
Si	-0.2816	-2.1698	14.253
Si	4.0453	13.4904	12.065
Si	8.5044	-3.5332	13.6856
Si	11.0281	0.8316	15.0881
Si	7.947	5.2658	19.4352
Si	10.8828	8.8425	17.3752
Si	8.2012	1.0568	16.2743
Si	7.0991	11.8336	17.9563
Si	4.7392	6.2444	12.7989
Si	1.8581	-2.9194	12.3917
Si	4.58	7.0238	15.9136
Si	5.498	14.8569	13.445
Si	1.1408	-1.9487	17.9911
Si	6.5952	2.2315	23.7369
Si	9.888	9.2141	14.4974
Si	8.2432	0.562	19.2786
Si	12.7835	2.2391	19.4636
Si	1.4038	10.6635	18.4565
Si	10.608	4.2215	20.1165
Si	5.4984	0.7827	20.4468
Si	1.0342	10.6491	14.5519
Si	2.0408	8.615	16.7163
Si	12.0125	-2.9333	20.4737
Si	8.5238	8.1606	19.011
Si	6.4046	9.9368	19.9669
Si	12.4112	5.4648	21.8929
Si	5.406	4.8582	18.083
Si	3.8701	2.1755	18.3329
Si	0.7823	1.6882	25.0677
Si	6.3781	8.9954	17.3909
Si	5.371	8.3742	22.3515
Si	10.8047	-3.3148	23.097
Si	-2.3203	7.0563	12.3408
O	10.9212	3.8789	0.4217
O	3.5628	11.3812	0.5534
O	6.1632	-0.8524	1.4267
O	3.8046	8.3554	22.7518
O	2.4189	13.4078	-0.8461
O	8.7879	-1.5436	1.753
O	9.2871	2.1254	1.3171
O	10.2399	6.2977	1.1782
O	10.7206	10.258	1.0922
O	-3.6164	2.6659	22.8065
O	6.8296	-3.3346	2.1891
O	8.4517	3.5681	-0.7824
O	1.7083	1.9835	9.48
O	10.2294	0.2197	8.5649
O	9.5857	0.0207	11.9317
O	3.2159	0.7044	11.1274
O	2.7624	4.8701	10.3561
O	7.4085	0.2094	10.4679
O	0.5844	0.8276	11.5007
O	10.1364	2.5892	11.3334
O	10.0891	8.2721	18.6554
O	-1.398	1.2848	22.7457
O	12.874	1.6778	20.9812
O	3.0666	11.1912	-2.0853
O	7.3625	-2.4432	-0.2827
O	4.2955	1.2144	1.4745
O	4.3624	0.9238	19.2753
O	7.0322	4.9974	18.1174
O	2.5521	6.4578	-0.4031
O	4.6953	6.8364	-1.6973
O	5.7234	9.6813	21.416
O	1.197	11.0305	20.0392
O	11.4056	5.5227	23.152
O	2.7994	8.5973	-2.0258
O	10.4375	1.8617	-1.1562
O	6.2042	4.1323	0.5693
O	5.5752	9.0904	18.8252
O	6.828	11.5581	-2.4987
O	-0.6475	1.5611	13.6609
O	7.8519	-0.5042	15.955
O	5.9556	9.1295	-1.9353
O	8.1015	5.8528	12.5647
O	0.9546	5.4807	12.2978
O	2.0517	2.9895	11.9963
O	7.0464	-0.7992	12.8422
O	4.4716	7.5922	11.9095
O	8.6744	12.2336	18.0694
O	4.8289	12.0022	11.9208
O	-1.6834	-2.6617	13.6565
O	7.8156	1.6778	12.7168
O	5.4195	1.1368	13.609
O	6.4575	3.7311	13.3793
O	0.3449	-3.375	15.1742
O	7.4824	-2.8916	14.7676
O	8.0025	11.7842	12.1427
O	11.9855	-2.7371	22.0838
O	12.4375	1.2743	15.7711
O	11.5528	3.247	19.2518
O	12.5347	1.0373	18.4148
O	7.2768	2.0297	15.3352
O	7.6784	8.0534	17.6245
O	3.2229	1.4736	17.0014
O	-0.5192	-0.7851	15.0306
O	1.8769	-3.371	17.6858
O	0.7676	-1.881	13.045
O	1.91	9.7723	15.5813
O	9.431	7.8345	13.7778
O	9.9117	8.9949	16.1006
O	5.4804	14.2029	14.9508
O	1.9047	-0.8892	17.035
O	6.3264	4.4686	-2.1634
O	3.54	5.1308	12.7757
O	4.8772	5.721	16.8308
O	4.8229	6.6883	14.367
O	-0.4744	-1.9575	17.6671
O	9.188	-0.7325	19.0616
O	3.0595	7.4734	16.2617
O	8.0212	1.3578	17.8656
O	6.8932	10.4976	17.0367
O	-0.0574	10.2815	17.8277
O	9.7768	1.3123	15.9919
O	-0.1725	9.6968	13.9779
O	-2.701	1.5227	20.4373
O	2.4209	9.4262	18.1128
O	5.4955	8.3292	16.2405
O	0.5993	7.8834	16.9696
O	10.6698	-4.9391	22.7817
O	1.2446	-1.7461	19.6335
O	7.0835	4.8442	20.7533
O	8.3112	6.7937	19.8061
O	8.7898	10.339	14.1672
O	2.6584	2.972	19.0931
O	5.7495	2.3488	20.8681
O	6.7799	0.072	19.7634
O	4.976	3.2894	17.9249
O	2.0726	-4.2191	13.4151
O	10.4395	-2.9148	20.006
O	4.8508	5.4792	19.5013
O	11.5011	5.5228	20.5341
O	10.0523	3.5515	21.4827
O	6.4659	11.5036	19.4479
O	6.3719	-2.3484	17.1426
O	11.5019	12.4245	-0.3479
O	7.9603	9.3889	19.9283
O	9.3425	4.5168	19.1627

Results
free energy: -64497.740 eV
free energy less fixed offsets of O -463.61, Si -117.95 eV per atom: -13.390 eV
pressure: -2.31 GPa
stress xx, yy, zz, yz, xz, xy (GPa, positive in tension): 2.43, 3.08, 1.41, -0.04, -0.01, 0.28

Forces (eV/angstrom), in the order of the atoms: element, x, y, z
Si	-0.1826	0.3712	-0.1017
Si	0.009	-0.2223	0.0371
Si	-0.3865	-0.2894	-0.2711
Si	0.2145	0.2864	-0.5015
Si	-0.026	0.1567	-0.6891
Si	0.4404	-0.7657	-0.4256
Si	-0.2158	0.1495	0.1217
Si	0.0505	-0.0845	-0.1596
Si	-0.6785	0.0287	-0.1056
Si	-0.1348	-0.3006	-0.2997
Si	-0.0384	-0.1191	-0.1321
Si	-0.8084	-0.3552	-0.5404
Si	0.1041	0.0109	-0.0988
Si	-0.1719	0.1575	0.1525
Si	0.1149	0.4334	-0.1377
Si	0.763	0.0294	-0.6864
Si	0.0921	-0.0373	-0.2339
Si	0.1644	-0.5007	-0.839
Si	-0.4273	0.5442	-0.5153
Si	0.265	0.318	0.2519
Si	0.0164	-0.0048	-0.1462
Si	-0.2733	-0.2635	-0.5565
Si	0.1709	0.2255	-0.1976
Si	-0.3216	-0.0193	-0.8403
Si	-0.14	-0.0528	0.1628
Si	-0.0948	-0.0499	0.0194
Si	0.2086	-0.0058	0.065
Si	-0.0766	0.2146	0.2743
Si	0.1077	0.0099	-0.0414
Si	0.1534	-0.2547	0.3225
Si	-0.0818	-0.3613	0.2943
Si	0.2468	0.6764	-0.6209
Si	0.0637	0.0136	0.1592
Si	0.1438	-0.0406	0.2204
Si	0.0195	-0.0692	-0.0015
Si	0.2122	-0.0138	0.0489
Si	-0.0642	0.1645	0.0773
Si	0.0994	0.0946	-0.1812
Si	-0.0453	-0.2826	0.456
Si	0.1762	-0.0934	0.1314
Si	-0.0104	0.0623	0.3486
Si	-0.1255	-0.0297	0.0622
Si	-0.1029	0.0424	0.073
Si	-0.1476	-0.2623	0.2496
Si	0.0168	0.1055	-0.0844
Si	-0.0705	0.1461	0.1449
Si	0.1029	-0.0915	0.1142
Si	-0.0061	-0.1773	-0.0185
Si	0.2611	-0.0415	-0.1753
Si	-0.0067	-0.0659	-0.1386
Si	-0.3425	0.4247	-0.2072
Si	-0.0364	0.1257	0.29
Si	0.0468	0.2872	-0.1356
Si	0.1733	-0.1939	-0.0329
Si	0.0337	-0.0449	0.0861
Si	0.1242	-0.0164	0.2196
Si	-0.2582	0.1229	0.1112
Si	-0.1802	0.068	-0.0752
Si	0.1848	-0.1686	-0.1256
Si	-0.2118	0.0331	0.1105
Si	-0.2123	-0.0047	-0.1034
Si	-0.1574	-0.1679	0.2947
Si	-0.0913	-0.2915	-0.1562
Si	0.1112	0.0699	-0.1552
Si	0.0973	-0.2268	-0.0225
Si	0.1343	0.3839	-0.2414
Si	-0.0626	-0.0265	-0.1557
Si	0.0042	-0.0955	-0.1086
Si	-0.0779	0.655	0.2272
Si	0.0326	-0.5235	-0.0568
Si	0.1472	-0.0516	0.097
Si	-0.0082	-0.0265	-0.1239
Si	-0.1838	0.1347	-0.07
Si	0.0995	-0.0559	-0.1674
Si	-0.0985	0.1086	-0.0807
Si	0.0501	-0.2136	0.0103
Si	-0.2567	0.3095	0.1418
Si	0.0742	-0.3153	-0.3149
Si	0.3348	0.2737	-0.1237
Si	0.2429	0.4195	0.0368
Si	0.5731	0.0731	0.7867
Si	0.2258	-0.4272	0.5781
Si	-0.131	0.5187	-0.4007
Si	-0.0108	-0.3033	0.002
Si	-0.0714	-0.0517	0.2932
Si	0.0277	-0.0935	-0.317
Si	-0.0674	0.0214	-0.0931
Si	-0.0402	-0.0219	0.0864
Si	0.4632	-0.2108	0.2391
Si	0.5869	0.0475	0.2328
Si	-0.2903	-0.8449	0.4523
Si	-0.1302	0.0535	0.0262
Si	0.1363	-0.2268	0.1941
Si	0.1615	0.0477	0.4745
Si	0.1478	-0.2749	0.2851
Si	-0.3772	0.2799	0.5512
Si	-0.0344	0.0304	-0.0697
Si	-0.0069	0.3222	-0.5387
Si	0.0205	0.0646	0.3552
Si	0.1581	-0.2018	0.3516
Si	-0.1053	0.0745	-0.0818
Si	-0.0315	0.24	0.3769
Si	0.0461	-0.614	-0.2767
Si	-0.0904	0.0365	0.0862
Si	0.0299	0.1173	0.4284
Si	0.2034	0.0064	-0.0678
Si	-0.0853	-0.1232	0.2052
Si	0.2616	0.0281	0.2233
Si	-0.0146	0.0859	0.0476
Si	0.1202	-0.034	0.3011
Si	-0.3669	-0.279	0.1996
Si	-0.1096	0.139	0.358
Si	0.4981	0.3587	0.5254
Si	0.0893	0.1369	-0.3141
Si	0.1909	0.2396	-0.5502
Si	-0.0404	-0.1563	0.1061
Si	-0.0826	-0.0941	-0.3039
Si	-0.1539	0.0534	-0.1843
Si	0.1262	-0.0482	0.0373
Si	0.0441	0.0984	-0.3806
Si	0.0246	0.1825	-0.3595
Si	0.0951	0.0324	0.3035
Si	0.0106	-0.1219	0.3087
Si	-0.0008	-0.1053	0.2058
Si	0.192	-0.1187	0.1515
Si	-0.0844	0.0772	0.3249
Si	0.0467	0.1217	-0.515
Si	0.0077	0.0146	0.1494
Si	-0.0527	0.0925	-0.0852
Si	0.4285	0.067	-0.5988
Si	-0.015	-0.0432	-0.1104
Si	-0.0046	-0.0514	-0.2437
Si	0.2954	-0.3134	-0.2053
Si	-0.113	0.6864	0.2189
O	-0.2105	0.5482	-0.1938
O	-0.5699	-0.087	0.3834
O	0.157	-0.182	0.1889
O	-0.0517	-0.1454	0.138
O	-0.1134	-0.3091	0.1218
O	0.5174	-0.0897	0.2454
O	0.4908	0.2439	0.1961
O	-0.2402	-0.2766	0.0879
O	0.5139	0.0949	0.3822
O	0.0123	-0.1846	0.1853
O	-0.0494	-0.1974	0.4801
O	0.1772	-0.1316	0.0954
O	0.1981	-0.3125	0.1792
O	-0.0875	0.1615	-0.3808
O	-0.075	0.1534	-0.0475
O	0.0678	-0.0776	-0.2536
O	-0.5837	0.0183	0.2116
O	-0.2665	0.0921	-0.1651
O	0.0145	0.1079	-0.0981
O	-0.3464	-0.0416	-0.3222
O	-0.1669	0.1291	-0.2436
O	-0.0523	-0.0665	0.3971
O	0.1337	0.2705	0.1107
O	-0.1348	-0.0042	0.4522
O	-0.0984	0.1026	0.3641
O	-0.5171	0.4815	0.621
O	0.1972	0.1247	0.2259
O	-0.1703	0.0184	0.2978
O	-0.1195	0.172	0.0414
O	0.1276	0.0487	0.1044
O	0.0924	-0.2066	-0.0826
O	-0.1708	0.3238	-0.2418
O	-0.0421	0.2675	0.2837
O	-0.1699	-0.077	0.1015
O	-0.1209	0.2955	0.405
O	-0.366	0.0562	0.6055
O	0.4371	0.1774	-0.1473
O	-0.067	0.0584	0.0999
O	-0.0705	-0.1728	-0.3399
O	-0.1727	-0.0381	-0.1318
O	0.2648	-0.3004	-0.2492
O	-0.2249	-0.2567	-0.2686
O	-0.031	0.1368	-0.2874
O	-0.0319	0.0762	-0.117
O	-0.3071	0.216	-0.0783
O	0.0872	0.2702	-0.2228
O	-0.119	0.0459	0.04
O	-0.3558	0.3977	0.1224
O	-0.0082	-0.0764	-0.0443
O	-0.1713	-0.0221	-0.0381
O	0.2587	-0.2638	-0.1741
O	0.1543	0.2338	-0.321
O	0.0012	-0.1689	-0.3889
O	0.0956	0.0976	-0.1634
O	0.2155	-0.1214	-0.2152
O	-0.4786	-0.2088	-0.0066
O	-0.085	-0.261	0.0208
O	0.06	-0.0506	0.3614
O	0.2911	0.1252	-0.037
O	-0.1243	-0.0788	-0.4883
O	-0.1201	0.2498	0.2023
O	-0.1467	-0.0396	0.2751
O	0.0389	-0.0935	-0.2763
O	-0.3017	-0.0024	0.295
O	0.1457	-0.1577	0.0666
O	-0.1992	-0.0083	-0.0541
O	0.1095	-0.0159	-0.0818
O	0.1696	0.0876	-0.2009
O	0.2266	0.146	-0.4133
O	-0.1446	0.0879	0.1959
O	0.2713	-0.0778	0.336
O	-0.1423	0.1155	-0.0547
O	0.031	0.1861	-0.138
O	-0.0176	-0.0515	-0.303
O	0.1959	-0.0639	0.2288
O	-0.1073	0.0233	0.0147
O	0.209	0.0474	-0.1225
O	0.0104	-0.2008	0.0224
O	-0.006	-0.0989	0.2205
O	0.1938	-0.1555	-0.042
O	-0.1129	-0.1787	-0.2389
O	-0.0049	0.108	0.0985
O	-0.0446	0.0971	0.4555
O	-0.415	0.0956	-0.3327
O	-0.0822	-0.1972	0.0324
O	0.0627	0.4611	-0.0335
O	0.2683	0.247	0.0576
O	-0.2404	-0.3653	-0.1633
O	-0.0621	0.0957	-0.2809
O	-0.1394	-0.0849	-0.1911
O	0.0819	0.0539	-0.0744
O	-0.0193	-0.3695	0.0108
O	-0.1219	-0.1609	0.252
O	-0.0668	0.1845	0.2207
O	-0.0841	0.0225	0.1183
O	-0.1752	0.2701	-0.1375
O	0.2948	0.0877	-0.0527
O	0.3357	-0.1809	-0.0129
O	0.0417	-0.3682	0.4305
O	-0.0975	-0.1521	0.0462
O	0.1472	-0.3147	-0.2795
O	0.2295	-0.068	-0.1487
O	0.4957	-0.3207	0.1963
O	-0.2565	-0.1222	-0.2729
O	-0.042	0.0729	0.3363
